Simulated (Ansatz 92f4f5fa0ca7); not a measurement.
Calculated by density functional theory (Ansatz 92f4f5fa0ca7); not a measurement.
Periodic cell of 226 atoms, Si133O92B1, from a study of silicon, its oxide and their interface. The atomic structure is a simulated model.
Doubt: the cutoff is far below the 930 eV that the study's wrapper takes by default for these files, so forces and energies are approximate.
This geometry differs little from another in the collection (a relaxation step or a small displacement).

Settings: functional PBE; potential files Ansatz PAW; basis plane waves; wave-function cutoff 580 eV; density cutoff ratio 5; exchange-correlation grid ratio 1; k mesh 1 x 1 x 1, Gamma-centred; self-consistency stop 5e-08 eV per atom in the density residual; occupations fixed; spin none; net charge -1 e, with a uniform compensating background and no finite-size correction.

Cell vectors (angstrom)
a, 10.938, 0, 0
b, 0, 10.938, 0
c, 0, 0, 31.9494

Atoms: element, x, y, z (angstrom)
Si, 10.6198, -0.0013, 24.4317
Si, 5.068, 0.122, 24.6742
Si, 2.8098, 2.2904, 24.5447
Si, 8.5622, 2.4321, 24.5747
Si, 10.6967, 5.5841, 24.347
Si, 5.1492, 5.6105, 24.4659
Si, 2.9816, 7.9494, 24.4204
Si, 8.4037, 7.8276, 24.4273
Si, 1.283, 1.1278, 25.8578
Si, 6.8073, 1.3244, 25.7534
Si, 3.9753, 4.0066, 25.7471
Si, 9.679, 4.0178, 25.867
Si, 1.3286, 6.7907, 25.6824
Si, 6.7935, 6.7201, 25.7706
Si, 3.9976, 9.4614, 25.9712
Si, 9.4739, 9.4357, 25.812
Si, 2.6278, -0.1405, 27.3077
Si, 8.1316, -0.0725, 27.1619
Si, 0.0677, 2.6495, 27.234
Si, 5.4427, 2.7152, 27.1295
Si, 2.6567, 5.4122, 27.1278
Si, 8.183, 5.3649, 27.1537
Si, 0.0012, 8.147, 27.1489
Si, 5.5017, 8.136, 27.2111
Si, 4.0799, 1.3192, 28.5181
Si, 9.5343, 1.3088, 28.5302
Si, 1.3824, 4.0613, 28.5892
Si, 6.7988, 4.0548, 28.5452
Si, 4.0683, 6.7676, 28.5191
Si, 9.5512, 6.7747, 28.5055
Si, 1.2832, 9.4721, 28.6505
Si, 6.8207, 9.5335, 28.5916
Si, -0.0509, -0.0292, 29.9576
Si, 5.4443, -0.0171, 29.9277
Si, 2.7673, 2.7079, 29.9254
Si, 8.1752, 2.6965, 29.9015
Si, -0.0237, 5.4345, 29.9174
Si, 5.4485, 5.4373, 29.919
Si, 2.7229, 8.1367, 29.9431
Si, 8.2203, 8.1684, 29.9134
Si, 1.3636, 1.3655, 31.2774
Si, 6.8127, 1.3675, 31.2975
Si, 4.1112, 4.0702, 31.3144
Si, 9.5375, 4.0779, 31.2783
Si, 1.3413, 6.8021, 31.313
Si, 6.8185, 6.8379, 31.2762
Si, 4.0825, 9.5505, 31.2935
Si, 9.5505, 9.5382, 31.3277
Si, 2.735, 0.011, 0.707
Si, 8.1866, 0.0066, 0.7022
Si, 0.0024, 2.7452, 0.7009
Si, 5.4784, 2.7406, 0.7658
Si, 2.7386, 5.4564, 0.7096
Si, 8.1952, 5.4847, 0.696
Si, 0.0077, 8.2041, 0.7627
Si, 5.473, 8.2182, 0.727
Si, 4.1, 1.3556, 2.1197
Si, 9.5917, 1.3552, 2.0542
Si, 1.3514, 4.1364, 2.0802
Si, 6.833, 4.1732, 2.1014
Si, 4.0896, 6.8441, 2.0797
Si, 9.5407, 6.8449, 2.1123
Si, 1.3964, 9.6058, 2.1067
Si, 6.8285, 9.6264, 2.0933
Si, 0.0205, 0.0256, 3.4802
Si, 5.4594, -0.005, 3.5303
Si, 2.7132, 2.7674, 3.4272
Si, 8.251, 2.781, 3.3631
Si, 0.0197, 5.5226, 3.4856
Si, 5.4883, 5.5732, 3.5022
Si, 2.7839, 8.2556, 3.4643
Si, 8.1847, 8.2668, 3.4568
Si, 1.3754, 1.4288, 4.8442
Si, 6.9066, 1.4653, 4.7443
Si, 4.0595, 4.1601, 4.7727
Si, 9.5844, 4.1041, 4.7876
Si, 1.3629, 6.9737, 4.8445
Si, 6.6976, 7.1366, 4.8953
Si, 4.2305, 9.4234, 4.9526
Si, 9.6127, 9.5729, 4.8475
Si, 2.7687, -0.0154, 6.1151
Si, 8.2229, 0.0428, 6.1061
Si, 0.009, 2.7917, 6.2904
Si, 5.5113, 2.8329, 6.0869
Si, 2.8059, 5.6569, 6.1382
Si, 8.2282, 5.6541, 5.9398
Si, 0.0394, 8.2986, 6.3846
B, 5.485, 8.2988, 6.202
Si, 4.4268, 1.1261, 7.3045
Si, 9.7622, 1.13, 7.5936
Si, 1.2237, 4.5053, 7.4625
Si, 6.6341, 4.5831, 7.227
Si, 4.4768, 6.9201, 7.3537
Si, 9.7371, 6.5813, 7.5126
Si, 1.2659, 9.9584, 7.6928
Si, 6.5582, 9.7229, 7.2223
O, 9.5786, 1.2364, 23.9849
O, 4.0969, 6.7979, 23.9481
O, 3.9996, 1.2352, 24.0413
O, 9.5226, 6.6957, 23.8999
O, -0.0014, 5.5152, 7.9959
O, 5.5167, -0.0201, 7.8005
O, 0.0466, 0.101, 8.1304
O, 5.5596, 5.7107, 7.7979
O, 7.552, 3.9981, 8.4561
O, 8.7791, 6.9563, 8.8308
O, 2.1521, 9.5145, 9.0591
O, 8.8647, 1.6935, 8.9016
O, 7.4841, 9.2596, 8.5427
O, 3.6929, 1.7714, 8.6331
O, 3.7075, 7.3978, 8.7911
O, 2.1073, 3.9657, 8.764
O, 8.1371, 3.48, 23.3588
O, 0.4386, 4.9267, 22.9573
O, 1.8964, 2.7358, 23.2439
O, 5.8263, 4.9042, 23.1284
O, 5.5119, 10.0025, 23.4925
O, 2.4421, 8.6893, 23.0297
O, 0.186, 10.0696, 23.089
O, 7.7677, 8.5688, 23.0786
Si, 8.6633, 7.7042, 18.4413
Si, 8.8054, 6.3824, 13.5922
Si, 3.816, 1.555, 14.7099
Si, 2.1386, 5.7485, 17.6203
Si, 2.4147, 3.1436, 19.492
Si, 9.8128, 9.0527, 11.9988
Si, 1.3295, 9.4206, 22.0878
Si, 9.2006, 0.9846, 13.1845
Si, 1.4301, 5.0751, 13.0048
Si, 1.8063, 8.2593, 12.7269
Si, 6.6418, 9.5563, 22.4273
Si, 4.5396, 4.614, 15.6974
Si, 8.2036, 3.0393, 9.5645
Si, 0.847, 8.2467, 19.2649
Si, 6.9507, 1.3489, 21.0848
Si, 8.1724, 8.2635, 9.613
Si, 10.8919, 5.2201, 15.5855
Si, 7.5911, 9.5106, 16.3103
Si, 9.9308, 2.0602, 20.2862
Si, 3.2524, 8.5655, 9.851
Si, 6.702, 3.3572, 17.4088
Si, 1.1667, 0.2082, 19.8045
Si, 3.2568, 2.8461, 12.2794
Si, 7.2174, 5.4011, 19.6896
Si, 5.7502, 8.6965, 11.5393
Si, 5.7984, 6.1066, 13.1876
Si, 4.6438, 9.7107, 17.5925
Si, 1.0159, 3.5946, 22.1804
Si, 4.8993, 1.484, 18.7918
Si, 3.2421, 3.0642, 9.4877
Si, 6.4828, 10.8394, 13.7828
Si, 10.3722, 0.1292, 15.9575
Si, 5.6832, 3.6844, 11.1438
Si, 9.8542, 3.9118, 11.8754
Si, 2.3575, 9.9296, 15.4907
Si, 6.0742, 8.1331, 19.7888
Si, 6.9316, 3.9724, 22.3831
Si, 9.7638, 2.7888, 17.3522
O, 7.2179, 6.4103, 13.9509
O, 1.8861, 7.0586, 18.6752
O, 10.2865, 4.0488, 16.5042
O, 6.1851, 9.9685, 17.046
O, 10.1741, 0.7245, 14.4608
O, 8.4473, 6.1235, 18.8635
O, 5.1983, 0.7046, 14.4243
O, 5.7267, 2.0629, 17.521
O, 8.3446, 1.9385, 20.531
O, 1.9951, 4.3006, 18.4015
O, 6.9927, 2.8231, 10.6675
O, 4.8925, 2.748, 12.2249
O, 6.0371, 4.407, 16.3521
O, 4.5926, 3.9302, 9.9229
O, 10.6864, 2.7726, 21.5466
O, 9.7356, 6.1835, 14.9403
O, 6.0069, 6.4959, 19.832
O, 4.0884, 0.1734, 18.2549
O, 9.2862, 10.5747, 12.2699
O, 2.8669, 4.3846, 12.7018
O, 1.9076, 10.7027, 21.2132
O, 3.9926, 2.7201, 19.3768
O, 0.7513, 10.0526, 15.944
O, 1.2819, 9.8033, 18.836
O, 1.7149, 1.6623, 19.2735
O, 8.9668, 10.3957, 16.4933
O, 4.879, 8.5882, 18.7662
O, 9.4878, 8.8349, 10.4175
O, 6.753, 4.0924, 18.8593
O, 2.863, 1.7462, 13.3891
O, 5.8222, 8.7827, 21.2518
O, 2.5711, 2.47, 10.8621
O, 7.6084, 4.8581, 21.1792
O, 5.2096, 7.518, 12.5727
O, 0.4494, 9.0658, 12.3635
O, 7.6133, 1.0784, 13.5856
O, 7.1344, 9.6506, 14.7423
O, 8.9915, 5.0428, 12.6751
O, 8.1069, 8.0464, 16.9113
O, 6.2146, 2.577, 21.8883
O, 2.441, 9.0905, 14.0438
O, 0.438, 4.5021, 11.845
O, 0.819, 8.3171, 20.9359
O, 9.4034, 3.834, 10.3246
O, 9.6821, 2.4058, 12.5268
O, 7.6225, 8.5701, 19.389
O, 2.5855, 8.1142, 11.2961
O, 3.997, 3.0695, 15.3694
O, 0.8466, 4.5107, 14.4232
O, 10.0582, 3.0045, 18.9474
O, 9.1781, 7.8167, 12.8909
O, 10.5124, 0.5383, 20.0661
O, 6.0362, 5.0793, 11.9228
O, 8.1603, 2.7531, 17.013
O, 3.5366, 5.4834, 16.7212
O, 4.6576, 9.2149, 10.4286
O, 1.5273, 6.6965, 13.156
O, 4.7863, 5.5123, 14.3448
O, 2.0422, 3.851, 20.9226
O, 10.5636, 1.4232, 16.9407
O, 0.9451, 6.0745, 16.5528
O, 7.3358, 10.9493, 21.9279
O, 5.9262, 0.9086, 19.9124
O, 6.1146, 10.0476, 12.4035
O, 2.8646, 0.5508, 15.566
O, 7.0321, 8.0028, 10.7753
O, 10.2488, 8.0181, 18.6936
O, 3.4672, 9.205, 16.5285

Results
free energy: -137022.968 eV
free energy less fixed offsets of B -154.04, O -568.88, Si -635.61 eV per atom: 4.162 eV

Forces (eV/angstrom), in the order of the atoms: element, x, y, z
Si, -0.0032, 0.0022, 0.0068
Si, -0.0016, 0.0038, 0.0056
Si, 0.0035, -0.0013, 0.0076
Si, 0.0023, -0.0031, 0.0046
Si, -0.002, 0.0044, 0.0044
Si, -0.0046, 0.0008, 0.0072
Si, 0.0018, -0.0046, 0.004
Si, 0.0033, -0.0017, 0.0094
Si, 0.0026, 0.0008, 0.0015
Si, -0.0004, -0.0003, 0.0001
Si, 0.0011, 0.0002, -0.0018
Si, 0.0006, -0.0004, 0.0014
Si, -0.0007, 0.0001, -0.0003
Si, 0.0006, 0.0004, -0.0013
Si, -0.0018, 0.0029, 0.0031
Si, -0.0007, 0.0002, -0.0014
Si, -0.0018, -0.0031, 0.0017
Si, -0.0003, -0.0013, -0.0014
Si, 0.0005, -0.0008, 0.0003
Si, -0.0005, 0.0003, -0.0013
Si, -0.0012, -0.002, -0.0016
Si, -0.0019, -0.0009, -0.0002
Si, -0.0002, 0.0005, -0.0008
Si, 0.0003, -0.0005, 0
Si, -0.0024, -0.0027, 0.0014
Si, 0.0009, 0.0019, 0.0022
Si, -0.0053, 0.001, -0.0039
Si, 0.0008, 0.0004, -0.0004
Si, 0.0013, 0.0044, 0.0032
Si, -0.0023, 0, 0.0038
Si, 0.0047, 0.0042, -0.0102
Si, -0.0026, -0.0005, -0.0042
Si, -0.0015, 0.0038, 0.0014
Si, -0.0006, 0.002, 0.0003
Si, 0.002, -0.0053, 0.0004
Si, 0.0021, -0.0007, -0.0005
Si, 0.0015, 0.0014, 0.0003
Si, 0, 0.0007, -0.0012
Si, 0.0041, -0.0048, 0.0011
Si, 0.0019, -0.0032, -0.0011
Si, -0.0003, -0.0005, 0.0002
Si, -0.0018, 0, 0.0003
Si, 0.0011, 0.0023, 0.0019
Si, -0.002, -0.0008, 0.0002
Si, -0.0013, 0.0012, 0.0007
Si, -0.0015, 0, -0.0018
Si, -0.0006, -0.0009, -0.0015
Si, 0.0002, -0.0014, 0.0023
Si, 0.0019, 0.0028, 0.0008
Si, -0.0024, -0.0009, -0.0009
Si, 0.0002, 0.0004, -0.0002
Si, 0.0012, -0.0024, 0.0011
Si, 0.0005, 0.0003, -0.0008
Si, 0.0019, -0.0007, -0.0005
Si, 0.0016, -0.0013, 0.0005
Si, 0.0009, 0.0003, 0.0017
Si, 0.0019, 0.0034, -0.0003
Si, 0.0055, -0.0041, 0.0003
Si, -0.0042, 0.0033, 0.0023
Si, -0.0093, -0.0005, -0.0014
Si, -0.0009, -0.0038, -0.0041
Si, 0.0023, 0.0068, 0.0012
Si, -0.0059, -0.006, -0.0021
Si, -0.0016, 0.0038, -0.0024
Si, 0.0017, 0.0042, -0.0055
Si, -0.0035, 0.005, -0.0104
Si, 0.0036, -0.0044, 0.0001
Si, -0.0023, 0.0021, 0.006
Si, -0.0046, -0.0044, -0.0049
Si, 0.0072, -0.0105, -0.0122
Si, -0.0013, 0.0083, 0.0005
Si, 0.0062, -0.0117, -0.0046
Si, -0.0012, 0.0036, 0.0069
Si, 0.0086, -0.0041, -0.0022
Si, -0.0074, 0.0018, -0.003
Si, 0.0046, 0.0001, 0.0078
Si, 0.0017, -0.0013, -0.002
Si, -0.0625, 0.0657, 0.0811
Si, 0.0239, -0.0281, 0.0348
Si, -0.002, -0.0014, -0.0016
Si, -0.016, 0.0036, -0.01
Si, 0.008, 0.0096, -0.0036
Si, -0.0022, 0.0016, -0.0092
Si, 0.0014, 0.0055, 0.0012
Si, 0.0008, 0.0017, 0.0022
Si, 0.0049, -0.0044, -0.0161
Si, 0.0001, 0.0016, 0.0038
B, 0.0554, -0.0394, -0.09
Si, 0.0104, -0.0129, 0.0173
Si, 0.0014, -0.0021, -0.0114
Si, -0.0036, 0.0015, -0.0039
Si, -0.0043, 0.0072, 0.0015
Si, 0.0158, -0.0152, 0.0097
Si, 0.0053, -0.0043, -0.0085
Si, -0.0018, 0.0011, -0.0065
Si, -0.0416, -0.0009, 0.0182
O, 0.0002, -0.0007, -0.0022
O, 0.0011, 0.0003, -0.0014
O, -0.0002, -0.001, -0.0027
O, 0.0003, -0.0015, -0.0025
O, 0.0058, 0.0007, 0.0079
O, 0.0015, 0.0166, -0.014
O, -0.0025, -0.0007, 0.0056
O, -0.0026, -0.0016, -0.0068
O, 0.0047, -0.0075, 0.016
O, -0.0034, 0.004, 0.0071
O, 0.0027, -0.0033, 0.0068
O, -0.0057, 0.009, 0.0081
O, 0.0053, -0.0009, 0.0035
O, -0.0022, 0.0075, 0.0088
O, -0.0078, 0.0083, 0.0102
O, 0.0078, -0.0081, 0.0044
O, -0.0038, 0.0032, -0.0062
O, 0.0031, -0.0051, -0.0065
O, -0.0049, 0.0029, -0.0079
O, 0.0047, -0.0043, -0.0073
O, 0.0025, -0.003, -0.0058
O, -0.0038, 0.0039, -0.0064
O, 0.005, -0.005, -0.0083
O, -0.0045, 0.0044, -0.007
Si, -0.0001, 0.0002, 0.0004
Si, -0.0008, 0.0004, -0.0039
Si, 0.0003, -0.0001, -0.0039
Si, -0.0005, -0.0001, -0.0001
Si, -0.0011, 0.0004, 0.0035
Si, -0.0007, -0.0006, -0.0072
Si, -0.0007, -0.0002, 0.01
Si, 0, 0.0001, -0.0041
Si, 0.0012, 0, -0.0036
Si, 0.003, -0.0001, -0.0086
Si, 0.0014, -0.0015, 0.0078
Si, 0.0003, 0.001, -0.0035
Si, -0.0033, -0.0004, -0.0182
Si, 0.0003, 0.0009, 0.0041
Si, 0.0005, -0.0001, 0.0041
Si, -0.0026, -0.0016, -0.0093
Si, 0, 0.0004, -0.0032
Si, -0.0002, -0.0001, -0.0025
Si, 0.0002, 0.0005, 0.0042
Si, 0.002, -0.0049, -0.0147
Si, 0, 0.0005, 0.0003
Si, 0.0004, -0.0007, 0.0029
Si, 0.0007, -0.0002, -0.0072
Si, 0.0005, -0.001, 0.0037
Si, -0.001, -0.0005, -0.0075
Si, 0, 0.0009, -0.0059
Si, 0.0001, -0.0004, 0.0003
Si, 0.0004, 0.0019, 0.01
Si, 0.0008, -0.0001, 0.0019
Si, -0.0024, -0.0045, -0.0187
Si, -0.0008, -0.0015, -0.0058
Si, 0.0001, 0.0004, -0.0027
Si, -0.0011, 0.0002, -0.007
Si, -0.0016, 0.0001, -0.0064
Si, 0.0002, -0.0011, -0.0039
Si, -0.0005, 0.001, 0.0037
Si, -0.001, 0.0012, 0.0086
Si, 0.0007, 0.0003, 0.0005
O, 0.0008, 0, 0.0015
O, 0.0006, -0.001, -0.0007
O, -0.0006, -0.0007, 0.0011
O, 0, 0, 0.0002
O, 0.001, -0.0005, 0.0029
O, 0.0002, 0.0004, -0.0005
O, -0.0009, 0.0008, 0.0016
O, 0.0003, 0.0002, -0.0004
O, 0.0009, -0.0001, -0.0012
O, 0.0003, 0.001, -0.0011
O, -0.0012, 0, 0.0032
O, -0.0011, -0.0009, 0.0036
O, 0.0004, -0.0002, 0.0007
O, 0.0032, -0.0003, 0.005
O, -0.0019, -0.0018, -0.0035
O, 0.0014, -0.0006, 0.0021
O, 0.0001, 0, -0.0009
O, 0.0001, 0, -0.0004
O, -0.0001, 0.0023, 0.002
O, -0.0012, 0.0013, 0.0014
O, -0.0002, 0.0018, -0.0036
O, 0.0005, -0.0004, -0.0006
O, -0.0001, 0.0002, 0.0007
O, 0.0001, -0.0002, -0.0012
O, 0.0004, 0.0001, -0.0006
O, -0.0001, -0.0002, 0.0007
O, -0.0003, 0.0004, -0.0011
O, 0.0026, 0.0017, 0.0057
O, 0, -0.0004, -0.0013
O, 0.0002, -0.001, 0.0031
O, -0.001, -0.0019, -0.0048
O, 0, 0.0001, 0.0053
O, 0.0008, 0.0021, -0.0046
O, 0.0001, -0.0021, 0.0032
O, 0, 0.0002, 0.0018
O, 0, 0, 0.0012
O, 0.0009, -0.0006, 0.003
O, 0.0004, 0.0014, 0.0019
O, -0.0002, 0.0002, 0.0001
O, -0.0001, -0.0019, -0.0025
O, 0.0002, 0.0021, 0.0042
O, 0.001, 0.0009, 0.0019
O, -0.0006, -0.0014, -0.0047
O, 0.0024, 0.0011, 0.005
O, 0, -0.0017, 0.0016
O, 0.0011, -0.0002, -0.0009
O, -0.0037, -0.0004, 0.009
O, 0.0002, 0.0007, 0.0014
O, -0.0008, -0.0001, 0.0025
O, -0.0002, 0.0006, -0.0025
O, 0.0001, -0.0017, 0.0021
O, 0.0004, -0.0005, -0.001
O, -0.0001, 0.0024, 0.0034
O, 0, 0.0001, -0.0001
O, -0.0003, 0.0003, 0.0007
O, 0.0036, 0.0003, 0.0049
O, -0.001, -0.0015, 0.0015
O, -0.0008, -0.0013, 0.0032
O, 0.0018, -0.0007, -0.0047
O, 0.0001, 0.0005, 0.0002
O, 0.0003, 0.0001, 0.0008
O, 0.0002, 0.0024, -0.0023
O, -0.002, 0, -0.0025
O, 0.0013, 0.0035, 0.0047
O, -0.0003, -0.0008, 0.0011
O, -0.0028, -0.0001, 0.0065
O, -0.0007, -0.0002, -0.0006
O, 0.0003, 0.0004, 0.0003

The program warned: the cutoff lies below the one the program advises for these potential files; the exchange-correlation potential is rough where the density is thin.
